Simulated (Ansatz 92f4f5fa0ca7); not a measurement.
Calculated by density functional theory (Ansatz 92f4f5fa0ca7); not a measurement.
Periodic cell of 216 atoms, Si120O64H32, with a vacuum gap, from a study of silicon, its oxide and their interface. The atomic structure is a simulated model.

Settings
functional: r2SCAN
potential files: Ansatz PAW
basis: plane waves
wave-function cutoff: 800 eV
density cutoff ratio: 5
exchange-correlation grid ratio: 1
k mesh: 1 x 1 x 1, shifted by 0.5 0.5 0 of a step
self-consistency stop: 1e-11 eV per atom in the density residual
occupations: fixed
spin: none
net charge: 0
applied field: sawtooth along c, amplitude +0.015 V/angstrom in the program's sign convention, ramp centred at 0.9874 of c and 0.0252 of c wide, no dipole correction

Cell vectors (angstrom)
a 10.887 0 0
b 0 10.887 0
c 0 0 39.7249

Atoms: element, x, y, z (angstrom)
Si 1.5328 -4.1473 27.4095
Si 7.6791 2.6036 21.8877
Si 0.4501 6.859 21.8668
Si 0.0622 8.2034 28.5651
Si 10.3705 -13.2978 17.3245
Si 6.8546 -4.2181 27.3053
Si 10.6428 11.1494 25.7426
Si 4.2662 12.1765 23.8681
Si 1.3177 1.2093 27.3305
Si 9.6017 5.8124 24.0607
Si 2.9067 5.4138 28.7291
Si 5.6236 8.2042 28.6916
Si 11.3318 5.0151 26.2361
Si 8.2853 5.4944 28.7675
Si 13.9899 7.9265 24.8837
Si 13.4106 13.5876 26.0817
Si -1.3739 3.9757 27.4747
Si 2.8867 0.0321 28.6288
Si -1.3924 9.4846 27.085
Si 4.1528 3.9195 27.3355
Si 8.8079 2.6798 24.6174
Si 8.2865 -0.1273 28.7489
Si 5.4076 13.6174 28.9478
Si 10.9371 2.6238 28.7546
Si 1.4289 4.0746 30.0513
Si 4.0329 1.3716 30.2208
Si 1.4762 9.5156 29.9423
Si 4.2056 6.8525 30.037
Si 6.879 4.1414 30.1052
Si 9.5937 1.295 30.0891
Si 6.9493 9.4537 30.1707
Si 9.6226 6.8838 30.0752
Si 0.1067 -0.0306 31.3886
Si 2.7006 2.7554 31.5374
Si 0.0417 5.438 31.4064
Si 2.7559 8.1464 31.3578
Si 5.4777 -0.0442 31.4512
Si 8.1989 2.6827 31.3894
Si 5.5077 5.4951 31.4418
Si 8.2668 8.142 31.5477
Si 1.3409 1.3435 32.8336
Si 4.1171 4.1473 32.8089
Si 1.3955 6.8267 32.7484
Si 4.0669 9.489 32.7827
Si 6.8267 1.3834 32.7692
Si 9.5314 4.0439 32.7568
Si 6.8127 6.8025 32.8521
Si 9.615 9.5747 32.807
Si -0.0473 2.6827 6.9582
Si 2.7187 -0.0221 6.9387
Si 0.0714 8.2113 6.9124
Si 2.7222 5.5012 6.9327
Si 5.4761 2.7509 6.9135
Si 8.1777 0.0327 6.9103
Si 5.3762 8.1323 6.9697
Si 8.1375 5.3695 6.9046
Si 1.3387 4.1081 8.2073
Si 4.0951 1.3749 8.2101
Si 1.3819 9.5398 8.3807
Si 3.9886 6.8278 8.4233
Si 6.7703 4.0846 8.3649
Si 9.4773 1.3412 8.3756
Si 6.7323 9.5823 8.1928
Si 9.5002 6.8251 8.0878
Si -0.0212 -0.0211 9.7462
Si 2.7555 2.7684 9.5138
Si -0.083 5.506 9.4507
Si 2.6449 8.2066 9.8797
Si 5.3666 0.0006 9.6142
Si 8.0796 2.679 9.7419
Si 5.3552 5.4326 9.7482
Si 8.1027 8.1561 9.3818
Si -1.6303 0.2027 13.7403
Si -0.302 2.8194 13.9417
Si 1.1061 6.7626 11.0289
Si 1.3393 11.2681 14.2057
Si 6.6683 1.2863 11.0712
Si 9.4528 4.2111 10.8531
Si 6.7257 6.979 10.8557
Si 10.0581 7.5226 12.2805
Si -1.4956 -1.5343 10.8913
Si 3.0044 0.5794 12.4343
Si -3.1659 10.3631 12.1433
Si 8.2816 5.8355 12.0974
Si 4.9489 2.2277 12.4562
Si 9.0595 5.3069 15.2574
Si 2.161 5.0272 12.212
Si 5.9348 8.7021 12.3406
Si 4.0482 -1.2204 11.2105
Si 8.1906 1.2629 16.1355
Si 5.47 4.1003 23.1869
Si 1.4155 1.4898 10.9187
Si 1.6476 -0.4548 17.1624
Si 5.9837 -7.8299 14.505
Si 12.7603 4.51 17.1699
Si 4.0052 4.0065 11.1129
Si 9.406 3.8706 19.6937
Si 21.3496 7.2466 14.5996
Si 3.4143 -4.6777 22.4836
Si 7.3356 4.9787 17.8771
Si 7.5302 -7.9438 26.4753
Si 7.8892 20.9819 18.1834
Si -4.8862 15.648 26.1357
Si -9.8062 9.6257 23.266
Si -10.9693 13.0026 17.5842
Si 11.3626 14.2877 11.9209
Si 8.0325 -13.7571 25.7894
Si 4.6245 3.4544 17.1173
Si 6.6044 1.1417 27.7664
Si 6.4127 10.8635 20.503
Si -4.9471 7.6992 17.9304
Si 5.4826 42.3491 25.4001
Si -14.7626 5.2554 14.1092
Si 2.3161 -4.9697 14.3989
Si 2.8197 10.9738 21.3331
Si 4.629 19.4624 20.7153
Si 10.6963 5.9525 19.0465
Si 5.3652 -3.9535 14.8656
Si 14.7577 0.8173 18.7851
Si 4.938 10.2137 27.5754
O 4.317 7.3068 21.6835
O -7.5846 -1.3719 20.7863
O 10.8298 -0.3165 13.629
O 10.0345 25.8311 14.8272
O -0.8313 7.0337 17.9895
O -13.8561 15.0168 19.1016
O 19.8786 -7.6896 21.1276
O 3.1726 -4.3264 24.0444
O 1.1541 -5.4352 18.2654
O 7.0874 13.0337 15.3337
O 24.8029 12.6487 24.8145
O 2.834 -9.81 20.0345
O 15.5286 -13.4128 25.0237
O 15.0975 15.684 22.4335
O 3.1195 -0.2416 17.8101
O 28.8109 30.9749 25.186
O 10.9252 16.8532 24.9701
O 27.0263 0.2565 19.4013
O 21.1123 2.6567 18.9887
O -21.6371 17.8168 20.295
O -20.5497 7.1263 14.5442
O -2.657 12.8744 23.2778
O 5.86 4.9941 24.4913
O -3.1385 -0.5455 19.766
O 12.7105 -0.3801 15.5488
O 31.3005 -8.8031 16.5718
O 6.8462 -1.893 17.6532
O 28.4658 3.8834 22.1438
O -10.0318 23.6642 14.6599
O 16.7206 20.4274 21.297
O 5.1739 10.9857 24.4753
O -2.3239 -5.8277 16.8135
O -19.4 18.5584 26.3015
O 3.7963 22.5534 22.4162
O -1.7402 -17.5221 24.1929
O -33.4518 -15.7254 22.5375
O 12.7864 27.889 21.9139
O 4.3201 23.8778 17.9343
O -18.3358 -6.4398 17.568
O -11.6625 -2.5121 15.723
O 16.9322 -6.7325 17.3911
O -11.7746 1.6707 25.1552
O 9.3211 1.8358 13.5741
O -3.342 11.5075 17.4632
O 1.0127 8.9903 17.5652
O -17.9313 6.4482 14.5481
O 15.8307 18.9235 19.1919
O 6.8669 28.2169 18.3642
O 12.007 3.094 17.1573
O -20.3568 10.7164 22.1044
O 0.6029 0.6636 17.6945
O -5.728 24.3859 23.7199
O -20.2965 -6.9998 25.6079
O -4.0665 12.2472 21.2456
O 8.5789 6.9848 24.5916
O 11.3275 8.3216 22.5598
O -5.5734 29.0991 16.4641
O -5.2058 -2.6555 13.9153
O 8.6702 -10.8944 15.2426
O -17.1018 14.0735 15.5085
O 31.16 -1.2878 17.9139
O 0.1472 21.1859 24.3922
O 13.306 9.1331 24.0396
O 12.7616 4.9695 15.6294
H 2.1663 0.5253 33.7661
H 0.5044 2.1504 33.7661
H 4.9277 3.3144 33.7414
H 3.2831 4.9567 33.7414
H 0.5923 7.6666 33.6809
H 2.2177 6.0052 33.6809
H 4.874 8.6528 33.7151
H 3.2535 10.3191 33.7151
H 6.0101 2.2103 33.7017
H 7.6486 0.5617 33.7017
H 8.6892 4.8448 33.6893
H 10.3367 3.206 33.6893
H 7.6016 5.9491 33.7846
H 5.9598 7.5921 33.7846
H 10.4307 8.7469 33.7394
H 8.7664 10.3688 33.7394
H -0.8527 3.5206 6.0257
H 0.7891 1.8758 6.0257
H 1.8932 0.796 6.0063
H 3.5321 -0.8522 6.0063
H -0.7443 9.0392 5.98
H 0.8746 7.3714 5.98
H 1.9 6.3226 6.0003
H 3.5561 4.6917 6.0003
H 4.6655 3.5838 5.9811
H 6.2928 1.924 5.9811
H 9.0263 -0.7614 5.9778
H 7.3558 0.8544 5.9778
H 4.5692 8.9686 6.0372
H 6.2291 7.3428 6.0372
H 7.3485 6.2229 5.9721
H 8.9797 4.5686 5.9721

Results
free energy: -113755.245 eV
free energy less fixed offsets of H -15.71, O -570.45, Si -639.56 eV per atom: 3.475 eV

Forces (eV/angstrom), in the order of the atoms: element, x, y, z
Si 0.0016 0.0026 0.0077
Si -0.0055 0.0002 0.0639
Si 0.0027 0.0012 0.0475
Si -0.0176 -0.021 -0.0025
Si -0.0002 -0.0019 0.037
Si -0.0144 -0.0097 -0.0178
Si 0.0032 0.0005 0.0336
Si 0.0048 -0.0005 0.0475
Si -0.0173 -0.0153 -0.014
Si -0.0102 -0.0079 0.0406
Si -0.0042 -0.0264 0.0075
Si 0.0276 0.0122 0.0106
Si -0.0051 -0.0098 0.0291
Si 0.0136 0.0101 0.0082
Si 0.009 0.002 0.0339
Si -0.0005 0.006 0.0231
Si 0.0007 0.0022 -0.0189
Si 0.021 0.0358 0.0132
Si 0.0202 0.0165 -0.0116
Si 0.015 0.0086 -0.0159
Si 0.0021 0.0002 0.0468
Si -0.0214 -0.0235 0.0019
Si -0.0294 -0.0237 -0.004
Si 0.0253 0.0102 0.0036
Si 0.0012 0.0077 0.0222
Si 0.0048 0.0005 0.0053
Si -0.0071 0.0155 0.032
Si 0.0166 0.0152 0.0219
Si -0.0116 -0.0087 0.0303
Si -0.0032 0.0085 0.0357
Si -0.0157 0.004 0.0167
Si 0.0066 0.0154 0.024
Si 0.0403 -0.053 0.2217
Si 0.0194 -0.0224 0.1597
Si -0.007 -0.0224 0.1201
Si 0.006 -0.0182 0.2024
Si -0.0099 0.0137 0.1257
Si 0.0112 0.0247 0.2013
Si 0.0076 -0.0432 0.2295
Si 0.0241 -0.021 0.1747
Si 0.2099 0.1381 0.3591
Si -0.0798 -0.1398 0.2516
Si -0.0093 -0.2447 0.2049
Si 0.2193 0.0627 0.2038
Si -0.1246 -0.2752 0.3597
Si 0.157 0.1558 0.13
Si 0.3996 -0.006 0.4518
Si 0.0811 -0.3655 0.4023
Si 0.1722 0.0905 -0.1829
Si -0.0402 0.136 -0.2343
Si -0.3024 0.0522 -0.3814
Si -0.2523 -0.0454 -0.2714
Si -0.1136 -0.069 -0.2751
Si -0.2964 -0.0322 -0.2821
Si -0.0426 0.191 -0.1787
Si -0.0072 0.321 -0.4706
Si 0.0006 -0.0088 -0.1127
Si -0.0241 0.0349 -0.1482
Si -0.0285 0.0485 -0.1963
Si 0.0241 0.0091 -0.1978
Si -0.0666 0.0475 -0.21
Si 0.0672 -0.0365 -0.1876
Si 0.0068 -0.0058 -0.1429
Si -0.0538 0.0493 -0.1483
Si -0.0097 0.0006 -0.0224
Si -0.0147 -0.0056 0.0072
Si 0.0087 0.0012 -0.0033
Si -0.0119 -0.0212 -0.0444
Si -0.0007 -0.0132 -0.0166
Si 0.0132 0.0018 -0.0494
Si 0.0064 -0.0087 -0.0406
Si 0.0154 -0.0125 0.0084
Si -0.0108 0.0045 0.0282
Si 0.0014 0.0039 0.0111
Si -0.0444 -0.0326 -0.0098
Si 0.0072 -0.0039 0.0274
Si -0.0252 -0.0251 -0.0141
Si 0.0328 0.044 -0.0109
Si 0.0511 0.0364 -0.0003
Si -0.0014 0.0028 0.0159
Si -0.0394 -0.0339 -0.0103
Si -0.0189 -0.0152 0.007
Si 0.0202 0.0157 -0.002
Si -0.0085 -0.0043 0.0023
Si 0.003 0.0154 0.007
Si -0.0091 -0.0101 0.0244
Si 0.0019 0.0033 -0.0043
Si -0.003 -0.0176 0.0225
Si 0.0226 0.0398 -0.0109
Si 0.0024 -0.0038 0.0416
Si -0.0002 0.0045 0.0524
Si 0.0259 0.0296 -0.0041
Si 0.0081 0.0016 0.0529
Si 0.0038 0.0029 0.0188
Si -0.0039 0.0002 0.0404
Si -0.0371 -0.0307 -0.0043
Si -0.0057 -0.0073 0.0443
Si -0.0004 0.0152 0.0114
Si 0.0019 -0.0077 0.0443
Si -0.0054 -0.0001 0.0394
Si 0.0016 -0.0249 -0.0098
Si -0.0067 -0.0018 0.0274
Si -0.0094 0.0052 0.0103
Si -0.0063 0.006 0.0503
Si -0.0002 0.0016 0.04
Si 0.0058 -0.0173 0.0065
Si -0.0082 0.0005 0.0336
Si -0.0045 -0.0071 0.0327
Si 0.0066 0.023 -0.0132
Si -0.0045 0.0096 0.0455
Si -0.0059 0.0111 0.0518
Si -0.0065 -0.0036 0.0354
Si -0.008 -0.0074 0.0007
Si -0.0007 0.0023 0.0227
Si -0.0037 0.0003 0.0572
Si -0.012 -0.0028 0.051
Si 0.0012 0.0086 0.047
Si -0.0016 -0.0035 0.0248
Si 0.0013 -0.0069 0.0577
Si 0.0039 0.0034 -0.0162
O 0.0097 0.0161 -0.0239
O 0.0049 -0.0023 -0.0198
O -0.0043 -0.002 -0.0156
O 0.0035 -0.004 -0.0202
O -0.0001 0.0105 -0.0132
O -0.0067 0.0026 -0.0161
O 0.016 0.0133 -0.0315
O -0.0004 -0.0073 -0.0263
O 0.0101 -0.0054 -0.0188
O -0.0065 0.0046 -0.0132
O 0.0079 -0.0045 -0.0187
O 0.0058 0.0067 -0.0331
O -0.0108 -0.0087 -0.0259
O -0.0064 0.0047 -0.0237
O -0.0121 -0.0047 -0.0202
O 0.0061 -0.0054 -0.0171
O -0.0007 0.003 -0.0064
O -0.0077 0.0034 -0.021
O 0.0062 -0.0066 -0.0249
O -0.009 -0.0104 -0.045
O 0.0056 -0.0054 -0.0095
O -0.0087 0.0001 -0.0431
O -0.0048 -0.0036 -0.0455
O 0.0084 -0.0057 -0.0332
O -0.0035 0.0055 -0.0244
O -0.0093 -0.0033 -0.0224
O 0.0014 -0.0022 -0.0184
O 0.011 -0.0047 -0.0197
O -0.0005 -0.003 -0.0154
O 0.0033 0.0034 -0.0174
O -0.0049 0.0122 -0.0267
O 0.0168 0.006 -0.0345
O 0.0089 0.0058 -0.02
O -0.0077 -0.009 -0.0309
O 0.0051 0.0142 -0.0257
O 0.0107 0.0071 -0.0343
O -0.008 0.001 -0.0227
O 0.0035 0.0175 -0.0284
O 0.0012 -0.0011 -0.0089
O -0.0016 -0.0119 -0.0252
O -0.0056 -0.0023 -0.0175
O -0.0058 0.0027 -0.0122
O -0.0029 -0.0003 -0.0163
O 0.0025 0.0084 -0.0237
O -0.0018 0.0012 -0.0135
O -0.002 0.001 -0.0159
O 0.0117 -0.0092 -0.0378
O -0.0011 -0.0019 -0.0205
O 0.0029 0.0036 -0.0144
O 0.0096 0.0073 -0.0271
O -0.0026 0.0008 -0.0135
O 0.0018 0.0034 -0.0178
O -0.0017 0.0019 0.0022
O -0.0048 -0.0166 -0.0299
O 0.0101 -0.003 -0.0128
O -0.0019 -0.012 -0.0271
O -0.0008 -0.0063 -0.0347
O -0.0014 0.0119 -0.0194
O 0.0067 -0.0009 -0.0165
O 0.0087 -0.0046 -0.031
O 0.0039 -0.0017 -0.014
O 0.0114 -0.0118 -0.0347
O -0.0075 0.0046 -0.0195
O 0.0032 0.0073 -0.0312
H -0.2431 0.325 -0.2429
H 0.1953 -0.4623 -0.2362
H -0.2202 0.3267 -0.257
H 0.4048 -0.2468 -0.2377
H 0.2767 -0.2903 -0.3319
H -0.2912 0.3659 -0.2583
H -0.3734 0.2584 -0.2707
H 0.2477 -0.284 -0.3236
H 0.2781 -0.268 -0.3055
H -0.2615 0.2956 -0.2477
H 0.2553 -0.2265 -0.3324
H -0.2561 0.4001 -0.2862
H -0.2956 0.2597 -0.1815
H 0.3982 -0.1914 -0.2747
H -0.2698 0.4184 -0.1462
H 0.3723 -0.1084 -0.3029
H 0.246 -0.434 0.272
H -0.3867 0.1418 0.2816
H 0.1965 -0.3542 0.2539
H -0.3666 0.2812 0.2622
H 0.4343 -0.0945 0.2173
H -0.2476 0.4729 0.2575
H 0.4331 -0.3421 0.2226
H -0.1169 0.3385 0.3255
H 0.2561 -0.2564 0.2618
H -0.2024 0.4175 0.2607
H -0.2742 0.2021 0.319
H 0.4585 -0.1876 0.219
H 0.1845 -0.5179 0.1965
H -0.3414 0.0642 0.3404
H 0.0581 -0.4224 0.1854
H -0.5187 0.1605 0.2395

The program warned: the cutoff lies below the one the program advises for these potential files; the forces do not sum to zero within the program's tolerance; empty levels may hold ghost states of the PAW files; the exchange-correlation potential is rough where the density is thin.
